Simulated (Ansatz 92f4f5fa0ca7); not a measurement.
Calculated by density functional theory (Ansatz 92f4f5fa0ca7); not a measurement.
Periodic cell of 220 atoms, Si132O88, from a study of silicon, its oxide and their interface. The atomic structure is a simulated model.
Doubt: the cutoff is far below the 930 eV that the study's wrapper takes by default for these files, so forces and energies are approximate.
This geometry differs little from another in the collection (a relaxation step or a small displacement).

Settings
functional: PBE
potential files: Ansatz PAW
basis: plane waves
wave-function cutoff: 580 eV
density cutoff ratio: 5
exchange-correlation grid ratio: 1
k mesh: 1 x 1 x 1, Gamma-centred
self-consistency stop: 5e-08 eV per atom in the density residual
occupations: fixed
spin: none
net charge: 0

Cell vectors (angstrom)
a	10.938	0	0
b	0	10.938	0
c	0	0	33.3022

Atoms and the computed forces on them: element, x, y, z (angstrom), force x, y, z (eV/angstrom)
Si	-0.2058	0.193	25.738	-0.0051	0.0036	-0.0086
Si	5.9705	-0.5548	25.7554	-0.0063	0.0059	0.0223
Si	2.8542	2.7991	25.8296	-0.0004	-0.0015	-0.0115
Si	8.3415	2.3151	25.9039	0.0063	0.0117	0.0167
Si	-0.4849	6.0055	25.7122	0.008	-0.006	0.0125
Si	5.3651	5.6894	25.7834	-0.0042	0.0046	-0.0068
Si	3.0162	7.8361	25.8119	-0.0046	0.0014	0.0158
Si	8.2237	8.2213	26.1362	0.0015	-0.0031	-0.0117
Si	1.4184	1.3569	27.0525	0.0046	-0.0005	0.0049
Si	6.8634	1.1405	27.2266	-0.0005	-0.0037	-0.005
Si	4.224	4.1052	27.1661	0.0015	-0.004	0.0032
Si	9.523	4.1254	26.9772	-0.0067	-0.0065	-0.0062
Si	1.3275	6.7917	27.1107	-0.0018	0.0011	-0.0051
Si	6.8107	6.7996	27.2797	0.002	-0.0001	0.0058
Si	4.1823	9.4691	27.0728	0.0015	-0.0023	-0.0047
Si	9.6857	9.621	27.247	0.001	-0.0033	0.0071
Si	2.7723	-0.0374	28.4415	-0.0001	-0.0008	0.0014
Si	8.265	-0.0624	28.6152	-0.001	0.003	0.0006
Si	0.0141	2.7641	28.4251	-0.0027	0.0031	0.0027
Si	5.5275	2.6671	28.5087	0.0008	-0.0007	0.002
Si	2.74	5.4322	28.498	-0.0036	0.0013	0.0026
Si	8.221	5.4029	28.5182	0.0014	-0.0015	0.0012
Si	0.0728	8.1883	28.542	0.0025	-0.0001	0.0011
Si	5.4629	8.1935	28.5749	-0.0027	0.0029	-0.0002
Si	4.1018	1.3673	29.8839	-0.0711	-0.1645	-0.2882
Si	9.5708	1.3673	29.8839	0.3123	0.4731	-0.0077
Si	1.3673	4.1018	29.8839	-0.0225	-0.1671	-0.1652
Si	6.8362	4.1018	29.8839	0.1538	-0.4217	0.1126
Si	4.1018	6.8362	29.8839	-0.3875	-0.113	0.1552
Si	9.5708	6.8362	29.8839	0.0832	-0.12	-0.1936
Si	1.3673	9.5708	29.8839	0.475	0.1133	0.0266
Si	6.8362	9.5708	29.8839	0.0385	-0.259	0.5711
Si	0	0	31.2512	0.1239	0.1516	-0.0469
Si	5.469	0	31.2512	-0.0027	0.0084	0.009
Si	2.7345	2.7345	31.2512	-0.0986	-0.0497	-0.0497
Si	8.2035	2.7345	31.2512	0.0157	0.0807	0.035
Si	0	5.469	31.2512	-0.0387	0.0418	-0.0126
Si	5.469	5.469	31.2512	-0.0931	-0.0402	-0.0508
Si	2.7345	8.2035	31.2512	-0.0036	0.0423	0.0302
Si	8.2035	8.2035	31.2512	-0.1371	-0.0389	0.0164
Si	1.3673	1.3673	32.6184	0.0058	-0.0503	0.0126
Si	6.8362	1.3673	32.6184	0.036	-0.0428	-0.0231
Si	4.1018	4.1018	32.6184	0.0186	-0.0045	-0.0235
Si	9.5708	4.1018	32.6184	0.0021	-0.0373	-0.0147
Si	1.3673	6.8362	32.6184	0.0514	0.0273	-0.0293
Si	6.8362	6.8362	32.6184	0.0862	-0.016	-0.0018
Si	4.1018	9.5708	32.6184	0.002	-0.0607	-0.0258
Si	9.5708	9.5708	32.6184	0.0051	-0.0103	-0.0332
Si	2.7345	0	0.6835	0.0205	-0.0164	-0.0107
Si	8.2035	0	0.6835	-0.0579	0.0445	0.015
Si	0	2.7345	0.6835	-0.0301	0.0386	0.0216
Si	5.469	2.7345	0.6835	-0.0273	0.0176	0.0423
Si	2.7345	5.469	0.6835	-0.0723	0.055	0.0082
Si	8.2035	5.469	0.6835	0.015	-0.01	-0.0004
Si	0	8.2035	0.6835	-0.0202	-0.0261	0.0413
Si	5.469	8.2035	0.6835	-0.0305	0.0725	0.014
Si	4.1018	1.3673	2.0507	-0.0603	-0.0849	0.0481
Si	9.5708	1.3673	2.0507	0.0686	-0.0865	-0.0545
Si	1.3673	4.1018	2.0507	0.0836	-0.0234	-0.0131
Si	6.8362	4.1018	2.0507	0.0886	0.0498	0.0556
Si	4.1018	6.8362	2.0507	-0.025	-0.0599	-0.0075
Si	9.5708	6.8362	2.0507	-0.1081	-0.014	0.0183
Si	1.3673	9.5708	2.0507	0.1541	0.1599	0.0292
Si	6.8362	9.5708	2.0507	0.0331	-0.1074	-0.0311
Si	0	0	3.418	0.0096	0.5771	-0.6537
Si	5.469	0	3.418	0.085	0.0905	0.0936
Si	2.7345	2.7345	3.418	-0.0834	0.2799	-0.0439
Si	8.2035	2.7345	3.418	-0.0437	0.0585	0.3417
Si	0	5.469	3.418	-0.1597	-0.1968	0.1305
Si	5.469	5.469	3.418	-0.138	0.1355	0.3135
Si	2.7345	8.2035	3.418	0.2923	-0.0074	0.0212
Si	8.2035	8.2035	3.418	-0.474	-0.3118	-0.4946
Si	1.2592	1.4875	4.7571	0.0151	0.0074	0.0057
Si	6.8094	1.3928	4.8205	0.0028	-0.0056	0.0005
Si	4.1081	4.077	4.8264	-0.0018	-0.0085	-0.0058
Si	9.5219	4.1417	4.8526	0.0065	0.0002	-0.0001
Si	1.3603	6.8418	4.7536	-0.0006	0.0035	0.0049
Si	6.7947	6.8891	4.8272	0.0016	0.0039	-0.0017
Si	4.1298	9.5727	4.8017	0.0025	-0.0005	0.0039
Si	9.5411	9.5987	4.6369	-0.0062	-0.0129	0.0011
Si	2.6463	0.0491	5.9467	-0.0046	-0.0037	0.0005
Si	8.2749	-0.0014	6.0306	-0.0043	0.0018	-0.0113
Si	-0.0722	2.8302	6.3234	0.007	0.0114	0.0082
Si	5.4513	2.7006	6.3028	-0.0014	-0.0018	0.0022
Si	2.7475	5.5465	6.1553	0.0166	0.0317	-0.0019
Si	8.1038	5.4768	6.2229	0.0053	0.0086	0.002
Si	-0.0859	8.2396	5.9419	-0.0068	-0.0016	0.013
Si	5.5393	8.3293	6.3117	-0.0184	-0.0072	-0.0055
Si	3.6626	1.5437	7.3956	-0.0035	0.008	-0.011
Si	9.7985	1.0428	7.4708	0.0122	0.0125	-0.0073
Si	1.6119	4.0237	7.5771	-0.0496	0.0029	0.0171
Si	6.5418	4.3553	7.6568	-0.0071	-0.006	-0.0016
Si	4.3414	6.6744	7.4866	0.0046	-0.003	-0.0257
Si	9.3739	7.1072	7.3318	0.0141	-0.0035	-0.009
Si	1.0798	9.8072	7.1857	-0.003	0.0195	-0.1304
Si	7.2935	9.4698	7.5715	0.0025	-0.0041	0.0151
O	1.8664	3.8935	25.1026	-0.0024	0.0009	-0.0043
O	7.1505	9.2619	25.3392	0.0064	-0.0059	0.0001
O	2.7198	2.8555	7.8151	0.0293	-0.0373	-0.0027
O	8.3551	8.2423	8.0242	0.0006	-0.0034	0.0021
O	5.3985	5.5064	7.9584	-0.0021	0.0068	0.0007
O	0.0613	-0.0257	7.8634	-0.036	0.038	0.0167
O	4.1618	6.735	25.2902	0.0063	-0.0046	0.0034
O	9.5402	1.2906	25.3366	0.0013	-0.0032	0.0052
O	1.7828	8.9525	8.3582	0.0235	-0.0133	0.0657
O	1.3598	4.607	9.3387	-0.0242	0.0407	-0.0387
O	8.9962	1.3249	8.8752	-0.0178	-0.0028	0.0143
O	6.9865	10.4629	8.8777	0.0058	0.0138	0.0013
O	3.6698	0.698	8.8268	0.0034	-0.005	0.0124
O	3.6569	7.1796	8.8888	0.0262	-0.0093	-0.0136
O	7.0626	3.8754	9.1521	0.0003	-0.0074	0.0236
O	10.4195	6.3166	8.3612	-0.0113	0.0211	-0.0452
O	3.8465	2.1168	24.6984	0.0011	-0.0096	0.0046
O	5.423	0.0131	24.3024	-0.0091	0.0082	-0.0087
O	7.2178	2.7007	24.7326	-0.0044	0.0029	-0.0036
O	11.1172	5.6931	24.2293	0.0078	-0.0076	-0.0024
O	9.2826	7.1527	25.3643	-0.0082	0.0078	0.0054
O	2.2964	8.4541	24.4648	-0.0054	0.0068	-0.003
O	6.2166	5.149	24.4564	0.0028	-0.004	0.0028
O	0.3784	10.3551	24.3823	0.0047	-0.0036	0.0033
Si	2.4622	8.081	9.5159	-0.009	-0.0337	0.05
Si	10.9982	6.6972	14.307	-0.0284	-0.0404	-0.0375
Si	0.0015	-5.1472	17.1462	0.0045	0.0082	-0.0031
Si	4.166	0.8675	23.6956	0.001	0.0071	-0.0007
Si	7.4408	-2.0311	20.2952	-0.0017	0.0024	-0.0026
Si	8.2929	0.8041	21.2028	-0.002	0.0066	-0.0049
Si	1.7175	9.7374	23.6397	0.0016	0.001	-0.0001
Si	10.4923	9.4636	14.3943	0.0095	-0.0186	-0.0003
Si	3.9102	9.8189	11.7442	-0.0118	0.0027	-0.0015
Si	4.9444	16.1583	12.0297	-0.0736	0.0093	-0.0085
Si	6.9271	1.7911	16.7696	-0.0078	-0.0054	0.0147
Si	4.6312	7.4645	20.2124	-0.0091	-0.0007	-0.0052
Si	13.2155	8.5118	14.0777	-0.0039	-0.0092	0.0023
Si	3.7498	1.5299	10.2428	-0.0327	0.0078	0.0187
Si	7.9319	11.4635	9.8403	0.015	-0.0112	-0.0166
Si	1.7254	8.3691	20.766	-0.0011	-0.0003	-0.0031
Si	2.5327	-5.4107	21.2331	-0.0074	0.0013	-0.0034
Si	2.19	4.0076	10.8957	0.0145	-0.0249	0.0557
Si	8.2538	4.3883	17.5175	0.0062	0.004	0.0106
Si	6.9537	3.9173	23.6605	-0.0005	0.0013	-0.0028
Si	12.618	3.6545	18.7877	0.002	0.0042	-0.0001
Si	6.3788	3.0871	10.4359	-0.0411	-0.016	-0.0435
Si	4.5323	2.9621	18.379	-0.0046	0.0025	0.0069
Si	7.9457	-0.2535	14.9846	0.0027	-0.0197	0.0028
Si	10.3267	4.5162	12.1807	0.0398	-0.4669	-0.0178
Si	-1.3629	3.1221	22.539	-0.0017	0.0044	-0.0021
Si	6.2249	7.9183	12.286	-0.0129	0.0056	0.0088
Si	8.5744	9.6251	12.2632	0.0091	0.0078	-0.0054
Si	5.557	2.3192	21.3587	-0.0008	-0.0005	0.002
Si	12.0247	4.4095	23.7775	-0.005	0.005	0.0023
Si	9.8643	2.7079	19.6558	0.0016	-0.0016	0.0035
Si	11.192	5.9772	9.7394	0.0884	-0.0325	-0.0214
Si	-5.3425	5.8716	17.6397	-0.0091	0.0041	-0.0022
Si	-0.8562	-2.6056	19.002	0.0055	0.004	0.0003
Si	8.0042	10.1062	17.6935	0.0006	-0.0069	0.0028
Si	4.7851	6.7882	14.6446	-0.0064	0.0054	-0.0032
O	7.6269	10.2846	13.444	-0.002	0.0095	0.008
O	6.9952	9.5353	18.8472	0.0003	0.003	-0.0022
O	7.8134	8.1826	11.9786	-0.0003	0.001	-0.006
O	-1.5841	1.1824	20.0022	0.0007	0.0016	0.0008
O	4.5541	5.4855	13.6181	0.0133	-0.0006	-0.003
O	7.509	9.6349	16.1963	-0.0016	0.0062	-0.0032
O	-1.4226	-1.387	18.0452	-0.0045	0.0043	0.001
O	4.8929	13.5683	9.9262	0.0331	0.0089	0.0089
O	5.4236	9.2405	11.7461	0.0104	-0.0062	-0.0034
O	1.3217	7.1138	10.1735	-0.0012	-0.0054	0.0024
O	7.0635	1.1042	15.281	0.0023	0.0052	-0.0078
O	8.4794	4.2172	23.1165	0.0051	-0.0037	0.0042
O	5.6282	6.6111	11.4817	0.01	-0.0018	-0.0023
O	1.4901	6.7752	21.0626	0.0026	-0.0021	0.0086
O	-2.1295	7.9897	20.0352	-0.001	-0.0018	0.0049
O	10.128	9.5624	12.778	-0.0048	0.0041	0.0004
O	15.7432	4.485	17.9021	0.0028	0.0022	0.0021
O	6.0564	8.1255	20.8182	0.0008	0.0003	0.0072
O	2.8285	-0.0273	23.6195	-0.0026	-0.0026	0.0083
O	3.1202	9.5159	13.1185	0.0038	0.0036	0.0017
O	6.0059	3.5161	22.392	-0.005	-0.0049	0.0013
O	9.9686	3.5725	21.0358	-0.0004	-0.001	-0.0032
O	2.2438	4.3513	20.154	-0.0044	-0.004	-0.0011
O	-5.928	6.9946	18.6848	0.0026	-0.0039	-0.0004
O	0.5366	-2.1079	19.7339	-0.0089	0.0009	0.0019
O	8.6562	10.4837	10.8947	0.0011	-0.0161	0.0162
O	11.6279	6.2117	15.7408	0.0049	-0.0047	0.0099
O	12.0372	4.2757	12.0112	-0.279	0.1426	0.0022
O	9.6131	10.6546	15.1171	-0.0104	0.009	-0.0001
O	10.2541	5.5267	13.5051	0.0468	0.0673	-0.0429
O	0.4173	2.6331	19.0084	0.0005	0.0001	0.0011
O	3.9928	11.4234	11.4576	0.0029	0.0025	-0.0155
O	1.3198	7.3387	13.4258	-0.0026	0.0088	0.0016
O	12.102	9.5353	14.7772	-0.0101	0.0046	0.0049
O	7.2014	5.597	17.8912	0.0011	-0.0026	0.0023
O	3.4278	-3.2526	14.9216	0.0037	-0.0039	0.001
O	12.0809	4.867	17.8504	-0.0029	-0.0026	0.0054
O	10.9864	3.2057	23.3633	-0.0037	-0.0021	0.0065
O	5.9206	18.6403	13.8848	-0.0011	-0.0022	0.0014
O	2.2182	4.8331	22.6845	0.0027	0.0037	0
O	6.8553	1.4829	20.8858	0.0008	-0.002	0.0047
O	5.3367	-4.6104	16.0987	0.0044	-0.0036	0.0065
O	1.4501	-1.6725	22.11	-0.0006	-0.0043	-0.001
O	-2.1831	3.5463	18.8191	-0.0067	0.0049	-0.0034
O	9.5676	4.9825	16.7836	-0.0089	-0.0069	-0.0007
O	9.437	3.2479	12.1422	0.166	0.4213	-0.0343
O	4.5121	1.3753	22.1904	0.0016	0.0017	0.0074
O	3.3153	-2.4323	20.2447	0.0049	-0.0008	0.0059
O	2.9131	2.7537	18.1802	-0.0028	0.0006	0.0028
O	3.5575	4.857	11.1804	0.0133	-0.0081	0.005
O	6.0496	4.0288	11.743	0.0372	-0.0109	0.0043
O	9.9868	7.9349	14.7499	-0.0007	0.0152	0
O	-6.0611	2.8431	19.9825	-0.0036	0.0013	-0.0073
O	7.8731	11.7522	17.7073	-0.0029	0.0049	-0.0015
O	7.9816	-0.809	21.3019	-0.0026	-0.0051	0.004
O	4.0695	6.149	21.0787	0.0029	0.0042	0.0051
O	8.9447	1.583	22.5194	-0.0023	-0.0028	0.0026
O	2.4229	2.4304	10.6044	0.0188	0.0004	-0.0217
O	18.4348	3.302	16.5752	0.0004	-0.0005	-0.0084
O	3.0353	9.0935	10.6004	0.0084	0.0103	0.0089
O	10.144	5.5845	10.8556	-0.0108	-0.1336	0.1751
O	7.1221	1.6587	10.6761	-0.0086	0.0309	0.0085
O	10.5067	-3.9113	18.1258	-0.0004	-0.0068	-0.0027
O	5.4229	1.9215	17.4565	0.0066	-0.0021	-0.0033

Results
free energy: -133958.194 eV
free energy less fixed offsets of O -568.88, Si -635.61 eV per atom: 3.766 eV

The program warned: the cutoff lies below the one the program advises for these potential files; the exchange-correlation potential is rough where the density is thin.
